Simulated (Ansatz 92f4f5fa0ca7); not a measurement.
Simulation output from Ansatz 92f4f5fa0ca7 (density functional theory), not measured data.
Periodic cell of 218 atoms, Si128O86As4, from a study of silicon, its oxide and their interface. The atomic structure is a simulated model.
Doubt: the cutoff is low for norm-conserving oxygen, so forces and energies are approximate.
Doubt: the program's own warning below bears on the result.

Settings
functional: HSE06
potential files: SPMS norm-conserving
basis: plane waves
wave-function cutoff: 800 eV
density cutoff ratio: 4
exchange-correlation grid ratio: 1
k mesh: 1 x 1 x 1, Gamma-centred
occupations: fixed
spin: none
net charge: 0

Cell vectors (angstrom)
a  10.938  0  0
b  0  10.938  0
c  0  0  32.1083

Atoms: element, x, y, z (angstrom)
As  10.8807  0.0799  24.4026
Si  5.7235  10.5126  24.6244
Si  2.5808  3.0439  24.5393
Si  8.5485  2.4592  24.6606
Si  0.2994  5.2351  24.737
Si  5.3037  5.7186  24.5862
As  2.8957  8.0526  24.4175
Si  8.1185  8.4365  24.7298
Si  1.4222  1.3692  25.867
Si  6.8382  1.322  25.8579
Si  4.1513  4.1316  25.9306
Si  9.6467  4.0445  26.0168
Si  1.4781  6.8293  26.0027
Si  6.9027  6.8163  25.9529
Si  4.1352  9.4473  26.0033
Si  9.6454  9.655  26.0253
Si  2.7551  -0.0271  27.2785
Si  8.1901  0.0208  27.3393
Si  0.073  2.6808  27.3451
Si  5.4951  2.7103  27.2707
Si  2.7827  5.4398  27.3617
Si  8.2365  5.4286  27.3191
Si  0.042  8.1966  27.3184
Si  5.5201  8.1405  27.3642
Si  4.1018  1.3673  28.6901
Si  9.5708  1.3673  28.6901
Si  1.3673  4.1018  28.6901
Si  6.8362  4.1018  28.6901
Si  4.1018  6.8362  28.6901
Si  9.5708  6.8362  28.6901
Si  1.3673  9.5708  28.6901
Si  6.8362  9.5708  28.6901
Si  0  0  30.0573
Si  5.469  0  30.0573
Si  2.7345  2.7345  30.0573
Si  8.2035  2.7345  30.0573
Si  0  5.469  30.0573
Si  5.469  5.469  30.0573
Si  2.7345  8.2035  30.0573
Si  8.2035  8.2035  30.0573
Si  1.3673  1.3673  31.4246
Si  6.8362  1.3673  31.4246
Si  4.1018  4.1018  31.4246
Si  9.5708  4.1018  31.4246
Si  1.3673  6.8362  31.4246
Si  6.8362  6.8362  31.4246
Si  4.1018  9.5708  31.4246
Si  9.5708  9.5708  31.4246
Si  2.7345  0  0.6835
Si  8.2035  0  0.6835
Si  0  2.7345  0.6835
Si  5.469  2.7345  0.6835
Si  2.7345  5.469  0.6835
Si  8.2035  5.469  0.6835
Si  0  8.2035  0.6835
Si  5.469  8.2035  0.6835
Si  4.1018  1.3673  2.0507
Si  9.5708  1.3673  2.0507
Si  1.3673  4.1018  2.0507
Si  6.8362  4.1018  2.0507
Si  4.1018  6.8362  2.0507
Si  9.5708  6.8362  2.0507
Si  1.3673  9.5708  2.0507
Si  6.8362  9.5708  2.0507
Si  0  0  3.418
Si  5.469  0  3.418
Si  2.7345  2.7345  3.418
Si  8.2035  2.7345  3.418
Si  0  5.469  3.418
Si  5.469  5.469  3.418
Si  2.7345  8.2035  3.418
Si  8.2035  8.2035  3.418
Si  1.3398  1.3692  4.781
Si  6.826  1.3635  4.7767
Si  4.1094  4.1036  4.7952
Si  9.4352  4.2036  4.6937
Si  1.3354  6.8703  4.7758
Si  6.8127  6.8794  4.8364
Si  4.0454  9.6434  4.7607
Si  9.556  9.5636  4.8671
Si  2.6808  0.0076  6.2203
Si  8.133  0.0101  6.2141
Si  -0.195  2.7528  5.9027
Si  5.4314  2.6808  6.1661
Si  2.7548  5.5336  6.0957
Si  8.1611  5.4932  6.2461
Si  -0.0122  8.1683  6.275
Si  5.4321  8.3402  6.1207
Si  4.2821  1.1565  7.5988
Si  9.3098  1.6701  7.4642
Si  1.0625  4.2689  7.0868
Si  6.9965  3.8289  7.4891
Si  3.8503  7.1767  7.4221
Si  9.8468  6.4638  7.6646
As  1.4434  9.473  7.7513
As  6.656  9.7184  7.7534
O  2.7356  8.2001  8.0737
O  8.1733  2.765  8.0066
O  4.1986  6.8079  24.0256
O  9.6081  1.3581  24.0394
O  5.39  0.0617  8.1416
O  0.0833  5.3224  7.9038
O  1.384  4.1218  24.1782
O  6.9561  9.4908  24.2301
O  4.6194  6.5302  8.7201
O  9.3427  6.7605  9.2225
O  3.7016  1.8873  8.9917
O  1.6189  3.073  8.0528
O  6.2089  4.4023  8.8279
O  10.1535  1.1044  8.7733
O  10.6346  5.9149  23.3777
O  5.9885  5.0253  23.2432
O  4.9664  10.7594  23.1875
O  7.9626  3.2571  23.3537
O  8.8444  7.8893  23.3623
O  3.2954  2.6955  23.0901
Si  6.6069  1.5003  15.4123
Si  4.9543  10.7774  21.5592
Si  7.7431  7.5932  16.0193
Si  6.0075  1.5135  12.2164
Si  0.8115  0.0271  17.2651
Si  1.1849  1.5354  14.4869
Si  6.5115  5.264  17.8568
Si  10.7263  1.3127  10.2966
Si  7.2904  4.4256  22.4582
Si  3.0953  8.8028  17.1402
Si  4.0567  5.4473  19.8237
Si  5.3277  4.7678  15.1325
Si  0.1524  10.0943  12.4573
Si  1.9613  2.0293  19.1455
Si  9.4982  6.6722  22.5066
Si  8.5122  3.2249  11.5788
Si  0.2151  7.5608  19.9179
Si  3.2273  5.1593  11.2883
Si  9.3285  9.4413  18.0135
Si  4.9251  1.7106  17.9927
Si  6.9935  3.1148  19.577
Si  0.3404  4.5208  15.3801
Si  2.7532  6.6018  14.9559
Si  5.6445  5.6977  9.6529
Si  8.508  8.1524  12.9938
Si  2.7476  8.1031  12.2549
Si  3.5651  2.6313  21.4812
Si  8.4335  6.2568  10.5004
Si  6.993  0.1568  19.4733
Si  8.2758  3.9253  14.6753
Si  3.669  2.9691  13.2671
Si  3.2427  8.329  20.2183
Si  5.6002  9.7014  15.5561
Si  5.5609  9.5106  12.5003
Si  2.3741  2.7435  9.4362
Si  1.33  4.928  18.4417
O  1.477  9.1576  12.0763
O  8.5038  4.6407  10.7605
O  4.2185  9.7566  16.4238
O  4.2647  5.958  14.7754
O  4.5756  2.2954  12.0846
O  6.4363  10.4958  20.898
O  7.154  2.3185  11.3667
O  2.6763  7.7693  13.8393
O  5.5033  2.8989  18.9395
O  2.2586  1.9785  20.7452
O  4.618  3.4558  14.4925
O  8.7976  8.5012  16.819
O  8.8853  7.0229  11.8664
O  1.2497  0.9448  15.9982
O  6.3779  1.4907  13.8029
O  4.8408  5.2718  11.0129
O  9.6199  4.718  15.2585
O  0.4668  0.38  13.5437
O  0.4919  6.1197  19.1796
O  1.6066  8.2992  20.3825
O  3.7863  6.8382  20.6793
O  7.6157  4.2206  18.526
O  2.6264  4.2226  10.0899
O  6.2697  8.2628  15.8605
O  6.7789  10.8412  15.808
O  5.0939  9.8383  14.0218
O  2.9417  4.2979  12.651
O  2.5754  6.672  11.4167
O  7.4527  6.3264  17.0303
O  2.6482  1.8311  13.8235
O  7.8564  2.5821  15.5883
O  9.815  2.4063  11.0741
O  5.4727  4.6551  16.7456
O  5.5236  5.7241  19.1023
O  7.0283  8.7548  12.5593
O  3.3113  1.8421  18.197
O  5.8263  10.9139  11.686
O  1.6862  9.6013  17.2064
O  0.5245  3.0366  14.6816
O  5.6452  0.3254  18.5276
O  8.6865  3.4961  13.1678
O  2.9284  5.2775  18.6295
O  7.7156  1.6417  19.6141
O  6.8914  6.6402  10.1104
O  10.2054  7.2906  21.2012
O  5.3672  1.8943  16.4273
O  0.7456  4.7237  16.9399
O  1.0217  0.7958  18.6893
O  1.433  5.6106  14.7307
O  3.9254  4.1303  20.8513
O  8.08  10.0562  18.8676
O  9.7796  9.2242  12.9925
O  10.3202  8.5768  18.9637
O  10.1624  10.6176  17.2486
O  1.3516  1.8276  10.3291
O  4.6656  1.4292  21.2128
O  10.6489  -0.1265  11.0542
O  3.633  8.5057  18.6437
O  2.7632  7.3776  16.3984
O  8.3343  5.6162  22.0961
O  8.3666  7.4581  14.489
O  6.8552  3.7321  21.062
O  4.2471  8.7189  11.8618
O  6.8928  4.861  14.5664
O  3.892  9.607  21.0474
O  1.1342  3.4253  19.0271

Results
free energy: -63650.341 eV
free energy less fixed offsets of As -2657.37, O -447.96, Si -113.29 eV per atom: 4.819 eV
gap between the highest filled and lowest empty level on this k mesh: 1.267 eV

The program warned: the cutoff lies below the one the program advises for these potential files; the model core charge is not resolved on the grid; the forces do not sum to zero within the program's tolerance; the exchange-correlation potential is rough where the density is thin.
